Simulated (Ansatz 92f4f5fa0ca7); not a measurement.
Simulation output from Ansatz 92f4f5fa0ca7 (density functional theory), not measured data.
Periodic cell of 240 atoms, Si143O91As6, from a study of silicon, its oxide and their interface. The atomic structure is a simulated model.
Doubt: the cutoff is far below the 930 eV that the study's wrapper takes by default for these files, so forces and energies are approximate.
This geometry differs little from another in the collection (a relaxation step or a small displacement).

Settings
functional: PBE
potential files: Ansatz PAW
basis: plane waves
wave-function cutoff: 580 eV
density cutoff ratio: 5
exchange-correlation grid ratio: 1
k mesh: 1 x 1 x 1, Gamma-centred
self-consistency stop: 5e-08 eV per atom in the density residual
occupations: fixed
spin: none
net charge: 0

Cell vectors (angstrom)
a 11.6015 0 0
b 0 10.938 0
c 0 0 31.8192

Atoms: element, x, y, z (angstrom)
Si 0.2647 -0.0581 23.3225
As 3.9046 -0.2761 23.0034
Si 7.8923 0.0267 23.2327
As 2.082 1.4702 23.026
Si 5.7796 1.1865 23.294
Si 9.9177 1.2526 23.2932
Si -0.0739 5.1967 23.2263
As 3.7605 5.3187 22.8161
Si 7.622 5.4329 22.9261
Si 1.7594 6.7344 23.0199
Si 5.6895 6.7502 23.1018
Si 9.6401 6.5568 23.332
Si 2.037 2.6456 25.1084
Si 5.7881 2.7159 25.0809
Si 9.7159 2.7102 25.1134
Si 11.697 3.9506 25.1694
Si 3.8721 4.1491 24.9965
Si 7.7425 4.0169 24.9125
Si 1.9446 8.0741 25.0231
Si 5.7895 8.1554 25.0267
Si 9.6776 8.1633 25.077
Si 11.662 9.4554 25.1413
Si 3.8544 9.4977 25.0726
Si 7.7465 9.5042 25.073
Si 11.609 -0.0166 27.0001
Si 3.8723 -0.0511 26.9945
Si 7.721 -0.0221 26.9832
Si 1.9677 1.3244 27.0304
Si 5.7854 1.3487 27.0066
Si 9.6577 1.3249 27.0121
Si 11.6357 5.4569 26.996
Si 3.8985 5.45 26.9732
Si 7.7491 5.4279 26.9064
Si 1.9692 6.7981 26.9981
Si 5.8284 6.8135 26.9773
Si 9.6795 6.7926 26.9959
Si 1.9336 2.7345 28.9199
Si 5.8008 2.7345 28.9199
Si 9.6679 2.7345 28.9199
Si 0 4.1018 28.9199
Si 3.8672 4.1018 28.9199
Si 7.7343 4.1018 28.9199
Si 1.9336 8.2035 28.9199
Si 5.8008 8.2035 28.9199
Si 9.6679 8.2035 28.9199
Si 0 9.5708 28.9199
Si 3.8672 9.5708 28.9199
Si 7.7343 9.5708 28.9199
Si 0 0 30.8535
Si 3.8672 0 30.8535
Si 7.7343 0 30.8535
Si 1.9336 1.3673 30.8535
Si 5.8008 1.3673 30.8535
Si 9.6679 1.3673 30.8535
Si 0 5.469 30.8535
Si 3.8672 5.469 30.8535
Si 7.7343 5.469 30.8535
Si 1.9336 6.8362 30.8535
Si 5.8008 6.8362 30.8535
Si 9.6679 6.8362 30.8535
Si 1.9336 2.7345 0.9679
Si 5.8008 2.7345 0.9679
Si 9.6679 2.7345 0.9679
Si 0 4.1018 0.9679
Si 3.8672 4.1018 0.9679
Si 7.7343 4.1018 0.9679
Si 1.9336 8.2035 0.9679
Si 5.8008 8.2035 0.9679
Si 9.6679 8.2035 0.9679
Si 0 9.5708 0.9679
Si 3.8672 9.5708 0.9679
Si 7.7343 9.5708 0.9679
Si 11.5618 0.0579 2.8741
Si 3.8733 0.0547 2.8977
Si 7.7119 0.0199 2.9016
Si 1.9146 1.4044 2.9068
Si 5.8002 1.407 2.9133
Si 9.6337 1.4087 2.9168
Si 11.5732 5.4875 2.9141
Si 3.8822 5.494 2.9022
Si 7.7231 5.4751 2.9233
Si 1.9304 6.8218 2.8476
Si 5.8015 6.8751 2.9437
Si 9.645 6.857 2.9145
Si 1.9113 2.8417 4.7892
Si 5.7882 2.7357 4.8875
Si 9.6787 2.7047 4.9068
Si 11.5448 4.1593 4.8845
Si 3.8785 4.1333 4.8448
Si 7.7406 4.1087 4.8792
Si 1.9313 8.4083 4.5784
Si 5.7843 8.247 4.9144
Si 9.6128 8.2803 4.8202
Si 11.5676 9.6609 4.8036
Si 3.8853 9.6881 4.8613
Si 7.6921 9.6524 4.867
Si 11.7503 0.1332 6.7008
Si 3.7083 0.1441 6.8281
As 7.7619 -0.1515 7.0003
As 1.9109 1.756 6.8832
Si 5.843 1.3563 6.8492
As 9.7184 1.4907 7.0183
Si 11.5538 5.7497 6.688
Si 3.6895 5.6155 6.6913
Si 7.6943 5.4873 6.8433
Si 1.8721 7.0349 6.393
Si 5.7403 6.8799 6.8925
Si 9.5244 7.0378 6.8371
O 0.3512 5.0775 8.1726
O 5.8343 7.93 8.2214
O 7.8053 4.3902 8.1374
O 6.0033 2.355 8.1798
O 3.1691 4.8913 8.1395
O 3.2652 10.1659 8.1742
O 1.9276 7.8863 7.8157
O 9.3121 8.2365 8.0369
O 0.5745 10.1589 8.0478
O 11.2324 4.3415 21.813
O 7.7086 5.0799 21.2656
O 8.1684 10.142 21.8001
O 10.1329 1.9292 21.794
O 10.0872 7.0451 21.8071
O 1.5116 7.6517 21.6361
O 5.8514 7.6808 21.7254
O 5.5918 2.1485 21.9496
O 0.3745 10.0496 21.8962
Si 1.8996 9.3183 8.5607
Si 3.9695 5.2672 9.5143
Si 5.3305 7.8064 9.7809
Si 11.5629 0.5406 13.875
Si 0.876 2.6931 18.3302
Si 7.7355 6.7528 11.4972
Si 8.3902 4.4196 16.7853
Si 9.856 8.2725 9.5947
Si 2.5215 3.7187 11.826
Si 10.1635 11.122 11.0223
Si 4.971 1.1005 15.5074
Si 11.3817 3.0682 11.1014
Si 0.1128 5.6878 9.6614
Si 6.0435 3.7666 14.6979
Si 6.5898 3.6582 8.9705
Si 2.9759 1.1258 13.1138
Si 11.7902 4.5683 13.5461
Si 8.2209 8.7692 13.7483
Si 7.6167 0.6125 12.2779
Si 9.7676 7.4366 20.284
Si 7.7374 10.4768 20.2543
Si 1.6074 7.7204 11.2262
Si 11.1675 7.5516 13.465
Si 6.5526 7.9669 20.288
Si 3.9354 5.7133 15.6126
Si 5.909 1.9846 20.3616
Si 10.6236 3.1604 20.8578
Si 0.7389 8.8768 20.8417
Si 1.3244 9.0415 15.339
Si 2.4821 9.2228 18.2632
Si 0.9052 5.1781 16.4447
Si 9.0676 9.9062 17.6923
Si 10.2339 1.685 16.385
Si 3.6706 8.1146 13.6163
Si 4.8799 10.1106 11.8508
Si 3.6993 1.1655 18.2828
Si 4.8312 7.3434 17.8896
Si 10.1412 6.8107 17.4733
Si 7.3547 3.6773 11.9907
Si 7.8181 4.1942 19.8575
Si 6.5192 9.3867 16.2053
O 8.1707 7.7573 20.2285
O 10.3748 9.761 10.0977
O 1.3998 2.9925 10.8732
O 1.0857 4.1842 17.7174
O 9.7684 8.4332 17.3499
O 7.9215 2.2205 12.6264
O 6.4039 9.5579 19.9514
O 7.5213 7.594 12.8674
O 3.4529 -0.0218 12.0291
O 10.6392 1.5395 14.7952
O 8.8286 7.6308 10.6684
O 8.0431 10.3639 13.3525
O 0.3988 10.2922 14.8925
O 9.052 10.274 19.2946
O 4.228 6.8488 14.4708
O 9.2864 3.503 19.9905
O 10.8864 4.4653 10.383
O 4.5286 1.6621 16.971
O 2.8329 7.6227 12.3011
O 11.804 4.3793 15.176
O 9.8068 8.3774 13.7788
O 2.3452 5.6702 15.895
O 4.5563 4.3139 15.0808
O 1.4123 6.2071 10.546
O 10.9696 8.511 20.0331
O 0.5565 7.7224 14.7515
O 9.9793 6.3718 19.0554
O 6.3526 6.9114 10.673
O 7.5006 8.5972 15.1871
O 7.4719 9.8847 17.4043
O 7.2338 1.0683 20.1267
O 11.5741 1.8434 17.2881
O 9.2436 2.9937 16.6345
O 11.0567 3.3441 12.7078
O 2.7816 9.0691 14.605
O 6.0403 0.3232 11.9575
O 6.256 4.1227 13.1148
O 5.0554 9.2844 10.4394
O 1.5005 9.0658 16.957
O 6.3786 3.427 19.8304
O 5.4879 4.8298 9.1261
O 0.1902 2.7475 19.8041
O 4.6605 5.969 17.0521
O 5.7491 10.6268 15.5298
O 6.9632 3.1812 10.4828
O 5.4004 8.4187 16.8283
O 8.5365 11.2551 10.9649
O 9.2418 5.8101 16.5233
O 11.0048 7.1344 9.5015
O 3.4345 10.5197 18.0552
O 7.8089 4.6843 18.2915
O 3.9705 6.8926 9.7476
O 7.2136 4.3975 15.6486
O 10.7587 1.659 10.5276
O 0.2715 8.121 12.1032
O 3.4301 2.5831 12.5498
O 1.3559 1.1743 13.2996
O 10.9503 5.9454 13.2507
O 8.1196 5.1551 11.7326
O 4.5956 1.4215 19.6116
O 6.0353 2.1523 14.88
O 2.3173 1.9768 18.4751
O 4.9334 9.0093 13.072
O 5.8283 7.0646 19.1446
O 3.3884 7.8775 18.4251
O 0.0693 6.4613 17.0217
O 9.6437 0.2189 16.8278
O 3.5555 4.5186 10.8792
O 1.738 4.6225 12.9656
O 10.7449 0.0144 12.5505
O 3.6536 0.9242 14.5737
O 1.6959 9.4508 19.6594
O 1.8267 8.9482 10.155

Results
free energy: -171794.750 eV
free energy less fixed offsets of As -4856.12, O -568.88, Si -635.61 eV per atom: 2.280 eV

Forces (eV/angstrom), in the order of the atoms: element, x, y, z
Si -0.1432 0.0378 -0.0623
As -0.0528 0.0008 -0.0614
Si 0.0036 0.0068 0.0348
As 0.0232 -0.0098 -0.0543
Si 0.1549 0.0658 0.0078
Si -0.0307 0.0118 0.0381
Si -0.065 -0.0251 -0.0006
As 0.0056 -0.0014 -0.0402
Si 0.0164 -0.0968 0.0366
Si -0.0018 -0.0123 -0.0123
Si 0.0579 -0.0007 -0.0139
Si 0.007 0.0262 0.0203
Si 0.072 0.043 0.0474
Si -0.0432 -0.0131 0.0176
Si 0.0249 -0.0186 -0.0305
Si -0.0488 0.0129 -0.0055
Si 0.0034 -0.0438 0.0019
Si 0.0135 0.0488 -0.0526
Si 0.0026 0.0055 -0.0053
Si 0.0469 -0.0231 -0.0073
Si -0.026 -0.0169 -0.0364
Si 0.032 -0.0242 0.0617
Si -0.0693 -0.0041 0.0998
Si 0.0137 0.0317 -0.0336
Si 0.03 0.0468 -0.0255
Si 0.0143 0.0674 -0.0729
Si -0.0273 0.0261 -0.0081
Si -0.0179 -0.0867 -0.0155
Si -0.0113 -0.023 -0.0084
Si 0.0088 -0.0061 -0.0013
Si 0.0272 0.0038 -0.016
Si -0.0167 0.0257 -0.0006
Si -0.0205 -0.0376 -0.0048
Si 0.0144 -0.0162 0.0211
Si -0.0279 -0.0119 0.0127
Si 0.0227 0.0049 -0.0071
Si 0.0361 0.0056 0.1102
Si -0.0313 -0.0338 0.1491
Si -0.023 -0.0438 0.0485
Si 0.0193 -0.1072 0.0534
Si 0.0604 -0.1345 -0.0737
Si -0.002 -0.0869 -0.3724
Si 0.0459 -0.0393 -0.102
Si 0.051 -0.0566 -0.0502
Si -0.0017 -0.0957 -0.0626
Si 0.0253 -0.0899 0.115
Si 0.0199 -0.2424 0.1757
Si -0.063 -0.081 0.04
Si -0.009 -0.0115 0.0113
Si 0.0282 0.0388 0.0073
Si 0.0001 0.0466 0.0116
Si -0.0052 0.0014 0.0063
Si 0.0081 -0.0392 0.0246
Si 0.0046 -0.0425 0.0174
Si 0.0047 0.0468 0.0286
Si -0.004 0.0849 0.0123
Si -0.0139 0.1549 0.0139
Si -0.0054 0.0364 -0.0773
Si 0.0055 -0.0936 -0.021
Si -0.01 -0.0366 -0.0103
Si 0.0037 0.1065 -0.0584
Si 0.0288 0.1542 -0.0184
Si -0.0806 0.1638 0.0232
Si -0.0499 0.0414 0.1246
Si 0.0603 0.0082 0.0528
Si -0.0158 0.0282 0.0341
Si -0.0124 0.0332 -0.3162
Si 0.0499 0.0648 0.1599
Si -0.0437 0.0524 0.0488
Si -0.0239 0.0704 0.0501
Si -0.0059 0.0955 0.1592
Si -0.0111 0.0343 0.0358
Si -0.003 0.0605 0.0077
Si 0.0146 0.0446 -0.005
Si -0.0198 0.0838 0.0471
Si -0.0141 -0.0698 0.0443
Si -0.01 -0.0301 0.0043
Si 0.0237 -0.0885 0.0473
Si -0.0143 -0.0113 -0.0283
Si 0.0112 -0.0084 -0.0048
Si 0.0115 -0.0215 -0.0139
Si -0.0205 0.0143 0.02
Si 0.0158 -0.0058 -0.0009
Si 0.0051 0.0077 -0.0028
Si 0.0088 -0.0308 -0.0647
Si 0.0788 -0.0528 -0.0275
Si -0.1032 -0.0226 -0.0697
Si 0.0384 0.0602 0.028
Si -0.0218 0.0418 0.0331
Si -0.0128 0.0038 0.0528
Si 0.0421 0.0006 0.0272
Si -0.0455 -0.0045 0.0076
Si 0.0385 0.0028 0.0515
Si -0.0566 0.014 -0.0695
Si -0.0422 0.0279 -0.0001
Si 0.07 0.0128 -0.07
Si 0.0344 0.0313 0.0353
Si 0.0839 -0.0272 -0.016
As -0.0018 0.0652 -0.0158
As -0.0015 -0.0289 0.033
Si -0.074 -0.0176 0.017
As -0.0422 -0.0731 0.009
Si -0.0016 0.0081 0.0089
Si 0.0044 0.0119 -0.0169
Si 0.0497 0.0121 -0.0221
Si -0.0102 -0.0225 -0.0412
Si 0.0097 -0.0434 0.0106
Si -0.0469 -0.0137 -0.0445
O -0.0024 -0.0131 0.0208
O -0.006 0.0172 0.0189
O -0.0204 -0.0148 0.0097
O 0.032 0.0024 0.0059
O 0.0029 -0.0091 0.0185
O -0.0453 0.0253 0.0063
O -0.0015 0.0217 0.0119
O 0.0131 0.0259 0.0414
O 0.0027 0.0106 0.0009
O 0.0248 -0.027 -0.0472
O -0.0267 0.0203 -0.0713
O -0.0074 -0.021 -0.052
O 0.0365 0.0162 -0.041
O -0.0033 0.0152 -0.0019
O 0.0127 0.0255 -0.0083
O -0.0347 -0.0009 -0.0188
O -0.0435 -0.0388 0.0054
O 0.0442 0.0103 0.0286
Si 0.0109 -0.0117 -0.0211
Si 0.0117 -0.0151 -0.0307
Si -0.0018 -0.0151 -0.025
Si -0.0015 0.0023 0.0073
Si -0.0212 0.0051 0.0081
Si 0.0081 -0.0017 -0.0082
Si -0.0052 0.0007 0.0084
Si 0.0029 -0.0296 -0.0333
Si -0.0017 0.0053 -0.0013
Si 0.0081 -0.008 -0.005
Si -0.0002 0.0015 -0.0037
Si 0.0037 0.0188 -0.0044
Si -0.001 0.01 -0.0393
Si 0.0034 0.0044 0.0017
Si 0.0087 0.0375 -0.0265
Si -0.0027 0.0027 0.0008
Si -0.0006 0.0063 0.0032
Si 0.0066 -0.0057 0.0008
Si 0.0048 0.0045 0.0143
Si -0.0116 -0.0269 0.014
Si 0.0261 0.0091 0.0574
Si -0.0101 -0.0104 -0.0113
Si -0.0025 -0.0015 -0.0016
Si 0.0113 -0.005 0.0256
Si -0.0028 -0.0101 -0.0038
Si 0.016 0.0266 0.013
Si -0.0287 0.0122 0.0651
Si 0.0153 -0.015 0.0115
Si -0.0044 -0.0006 -0.015
Si -0.0007 -0.0111 -0.0154
Si -0.0005 -0.0042 -0.0037
Si 0.0057 0.0054 -0.0006
Si -0.0018 0.0051 0.0022
Si -0.0031 -0.0048 0.0041
Si -0.0068 0.003 0.008
Si -0.003 0.0083 -0.0076
Si 0.0028 -0.0044 -0.0101
Si -0.0008 -0.0134 0.0076
Si -0.0209 0.0095 -0.0051
Si 0.02 0.0409 0.0622
Si 0.002 -0.0037 -0.0071
O -0.0062 0.0024 -0.0087
O -0.0055 0.0091 0.0065
O 0.0002 -0.0041 0.0001
O 0.0018 -0.0005 -0.0059
O -0.0001 0.0046 -0.0079
O -0.0004 -0.0042 -0.0029
O -0.014 -0.0012 -0.0086
O -0.0013 0.0008 -0.0038
O 0.0061 -0.0021 -0.0051
O 0.0005 -0.0024 -0.0047
O -0.0048 0.0082 0.0082
O -0.0014 0.0017 -0.0044
O 0.0008 0.0014 -0.0017
O -0.004 0.0007 -0.0142
O 0.0007 0.0031 -0.0042
O 0.0034 -0.0062 -0.0255
O -0.0052 -0.0193 0.006
O -0.0077 -0.0045 0.0059
O 0.0011 0.0006 0.0009
O 0 -0.0005 -0.0055
O -0.0044 -0.0004 -0.0013
O -0.0002 0.0005 -0.002
O -0.0004 0.0002 -0.0045
O 0.0033 0.0041 0.0092
O -0.0004 0.0008 -0.0121
O 0.001 -0.0008 -0.001
O 0.0024 0.0145 -0.0037
O 0.0024 0.0034 0.0095
O -0.0029 0.0027 0.0047
O -0.0041 -0.0015 -0.0067
O -0.0168 -0.0036 -0.0195
O 0.0015 -0.0021 -0.0027
O 0.0012 -0.0022 -0.0064
O -0.0006 -0.0051 -0.0096
O 0.0049 0.0013 -0.0027
O 0.0006 -0.0018 -0.0122
O 0.0083 -0.0041 -0.0105
O 0.0045 0.0024 0.0011
O 0.0072 0.0018 0.0136
O -0.0221 -0.0235 -0.0109
O 0.0009 -0.0134 0.0126
O 0.0239 -0.0129 -0.0126
O -0.0023 0.0035 0.0053
O -0.0005 -0.0003 -0.0001
O 0.0118 -0.0058 0.0247
O -0.0059 0.0018 -0.0018
O -0.0022 -0.0034 0.0064
O 0.0016 0.0041 -0.0012
O -0.0027 0.0143 0.0157
O 0.0014 0.0055 0.0067
O -0.0016 0.0011 -0.0183
O 0 0.003 0.0137
O -0.0016 -0.0009 -0.0044
O -0.0084 -0.0026 -0.0073
O 0.0039 0.0007 0.0025
O 0.0008 -0.0019 0
O 0.0028 0.0004 -0.003
O 0.0018 -0.0039 -0.0019
O -0.0042 0.0017 0.002
O -0.0098 -0.0023 -0.0186
O -0.0028 -0.0024 -0.001
O 0.014 -0.0117 0.0116
O 0.0039 0.0021 -0.0045
O 0.0009 0.0015 -0.0066
O -0.0075 0.0099 -0.0021
O -0.0039 0.0008 -0.0044
O -0.005 -0.0051 -0.0054
O 0.0048 0.0009 0.005
O 0.002 -0.0032 -0.004
O -0.0065 0.0007 -0.0102
O 0.0023 0.0001 0.0008
O -0.0091 -0.0014 0.007
O 0.0008 0.0007 0.0178

The program warned: the cutoff lies below the one the program advises for these potential files; the exchange-correlation potential is rough where the density is thin.
